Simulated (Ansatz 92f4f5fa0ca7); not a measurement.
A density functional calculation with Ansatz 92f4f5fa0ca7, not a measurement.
Periodic cell of 225 atoms, Si132O91As2, from a study of silicon, its oxide and their interface. The atomic structure is a simulated model.
Doubt: the cutoff is far below the 930 eV that the study's wrapper takes by default for these files, so forces and energies are approximate.
This geometry differs little from another in the collection (a relaxation step or a small displacement).

Settings: functional PBE; potential files Ansatz PAW; basis plane waves; wave-function cutoff 580 eV; density cutoff ratio 5; exchange-correlation grid ratio 1; k mesh 1 x 1 x 1, Gamma-centred; self-consistency stop 5e-08 eV per atom in the density residual; occupations fixed; spin none; net charge 0.

Cell vectors (angstrom)
a  10.938  0  0
b  0  10.938  0
c  0  0  31.9494

Atoms and the computed forces on them: element, x, y, z (angstrom), force x, y, z (eV/angstrom)
Si  10.6291  0.0294  24.45  -0.0085  -0.0046  0.0075
Si  5.0882  0.1621  24.6924  0.0037  0.0062  0.0021
Si  2.8245  2.3127  24.5437  0.0026  0.0055  0.0114
Si  8.5812  2.4662  24.5887  0.0033  0.004  0.0001
Si  10.7203  5.6133  24.3633  0.0105  0.011  0.0017
Si  5.164  5.645  24.4639  0.0004  -0.0034  0.0147
Si  2.995  7.9823  24.4194  -0.0026  -0.0049  -0.0045
Si  8.4374  7.8562  24.444  0.0076  0.0179  0.0121
Si  1.3033  1.151  25.8607  -0.002  0.0059  -0.0191
Si  6.8262  1.3584  25.7645  -0.013  0.0036  0.0033
Si  3.9929  4.0325  25.7384  0.0039  -0.0071  -0.0024
Si  9.7011  4.0473  25.8741  -0.006  0.0002  -0.0056
Si  1.3514  6.8184  25.6885  -0.0115  -0.0003  0.0056
Si  6.8144  6.7448  25.7643  -0.004  -0.006  -0.0128
Si  4.0121  9.4909  25.9672  0.0019  0.0082  -0.0143
Si  9.4921  9.4645  25.8318  -0.0016  -0.006  -0.0027
Si  2.6447  -0.1188  27.3011  0.0144  0.0081  -0.0136
Si  8.1397  -0.0504  27.1663  0.03  0.0163  -0.0052
Si  0.0855  2.6709  27.2243  -0.0169  -0.0078  -0.0044
Si  5.455  2.7425  27.1282  -0.0169  -0.0083  0.0018
Si  2.6745  5.4288  27.1204  0.0092  0.021  0.0079
Si  8.1953  5.3847  27.1486  0.008  0.0055  0.0103
Si  0.0177  8.1653  27.1507  0.0038  0.0073  0.0036
Si  5.5185  8.1589  27.1878  -0.008  -0.0073  0.0015
Si  4.0925  1.3365  28.5095  0.0229  0.0208  -0.0167
Si  9.5508  1.3367  28.5157  -0.0138  -0.0208  -0.0133
Si  1.3947  4.0758  28.5724  0.0347  -0.0024  0.0283
Si  6.818  4.0709  28.5386  -0.0033  -0.006  0.0076
Si  4.0958  6.7894  28.4943  -0.0094  -0.0337  -0.0183
Si  9.5624  6.7911  28.4994  0.0151  -0.0102  -0.0292
Si  1.3098  9.4904  28.6308  -0.0459  -0.0421  0.0672
Si  6.829  9.5415  28.5736  0.0041  -0.0017  0.027
Si  -0.0258  -0.0024  29.9209  0.0145  -0.0268  -0.0198
Si  5.4655  -0.0032  29.9026  -0.0072  -0.0115  -0.0023
Si  2.7667  2.713  29.9094  -0.0069  0.0302  -0.005
Si  8.2035  2.719  29.8938  -0.0178  0.0069  -0.0049
Si  0.002  5.4556  29.897  -0.0217  -0.0053  -0.0033
Si  5.4661  5.4576  29.8946  0.0032  -0.0085  -0.0035
Si  2.7601  8.1574  29.9114  -0.0306  0.0366  -0.0146
Si  8.2278  8.1797  29.8962  -0.0133  0.0122  0.0023
Si  1.3673  1.3673  31.2657  0.0766  0.0514  -0.0294
Si  6.8362  1.3673  31.2657  0.0507  0.0052  0.0056
Si  4.1018  4.1018  31.2657  0.0874  -0.055  0.0909
Si  9.5708  4.1018  31.2657  -0.0689  -0.0886  -0.0524
Si  1.3673  6.8362  31.2657  0.05  -0.1314  0.0593
Si  6.8362  6.8362  31.2657  0.0468  0.0023  -0.0827
Si  4.1018  9.5708  31.2657  -0.0253  -0.0502  -0.0013
Si  9.5708  9.5708  31.2657  -0.1666  -0.117  0.1644
Si  2.7345  0  0.6835  -0.0107  -0.0117  -0.0354
Si  8.2035  0  0.6835  -0.0137  0.0175  -0.1109
Si  0  2.7345  0.6835  0.0685  0.0606  0.0189
Si  5.469  2.7345  0.6835  0.0202  0.0304  0.0281
Si  2.7345  5.469  0.6835  -0.037  -0.0638  -0.0966
Si  8.2035  5.469  0.6835  0.0565  0.0503  -0.0635
Si  0  8.2035  0.6835  0.0993  0.0868  0.0245
Si  5.469  8.2035  0.6835  0.0762  0.1023  0.0334
Si  4.1112  1.3596  2.0547  0.0058  -0.0039  -0.0007
Si  9.6053  1.3389  2.0425  -0.0232  0.0135  0.0183
Si  1.3703  4.1191  2.0493  0.0243  -0.0168  -0.0025
Si  6.8457  4.1103  2.034  0.0329  -0.017  0.0315
Si  4.1034  6.8327  2.0379  0.0031  -0.0129  0.0208
Si  9.5979  6.8232  2.053  -0.0078  -0.0091  0.0056
Si  1.3672  9.5909  2.0511  0.0126  0.0116  0.0188
Si  6.8389  9.5962  2.0424  0.0342  -0.0122  0.0076
Si  0.0429  0.023  3.4707  0.0186  -0.0003  0.0266
Si  5.501  0.0236  3.4425  -0.0001  -0.0041  0.0163
Si  2.7323  2.7415  3.3899  -0.0598  -0.0026  -0.0229
Si  8.2663  2.7596  3.3494  0.0335  0.0218  -0.0584
Si  0.0551  5.4975  3.4601  0.0155  0.0031  0.0309
Si  5.5015  5.4977  3.4021  -0.0249  0.0366  -0.004
Si  2.7508  8.228  3.3837  -0.0145  -0.0085  -0.036
Si  8.2763  8.2719  3.3625  0.024  0.0946  -0.0219
Si  1.405  1.4292  4.8461  -0.0267  0.0021  -0.0355
Si  6.9264  1.4439  4.7282  -0.0276  0.0007  0.0206
Si  4.1038  4.1014  4.7163  0.0275  0.0465  0.0435
Si  9.6403  4.0567  4.7646  -0.0003  -0.0208  -0.0161
Si  1.3938  6.9568  4.8283  -0.0096  0.0068  0.0084
Si  6.9072  6.941  4.6767  -0.0413  -0.0636  0.0502
Si  4.1111  9.5517  4.7676  0.0225  0.0046  0.0321
Si  9.6371  9.5616  4.8375  -0.0187  0.0053  -0.0373
Si  2.7694  -0.0065  6.1372  0.0506  0.0276  0.0058
Si  8.2942  0.0839  6.0992  0.0001  -0.0155  -0.0082
Si  0.0388  2.7747  6.2973  0.0156  0.0177  -0.0074
Si  5.5263  2.7942  6.0685  0.0037  -0.0381  -0.0034
Si  2.8138  5.5469  6.0682  -0.0398  -0.0241  -0.1117
Si  8.3049  5.5611  5.942  -0.0083  0.0115  0.0237
Si  0.0587  8.2822  6.3562  0.0308  0.0099  0.0056
Si  5.5571  8.2384  6.122  -0.0553  0.032  -0.0509
Si  4.4386  1.1282  7.3344  -0.0017  0.0158  -0.0272
Si  9.8074  1.134  7.621  -0.0024  -0.0078  0.0147
Si  1.2279  4.4897  7.4706  -0.0575  -0.0349  0.0251
Si  6.692  4.4964  7.2075  0.0617  -0.0559  0.0525
As  4.3092  6.7528  7.5689  -0.1036  0.2362  0.0322
Si  9.7642  6.5891  7.5013  -0.0365  -0.0011  0.0018
Si  1.2712  9.9201  7.6932  -0.1024  -0.0089  -0.0811
Si  6.7257  9.8937  7.4116  0.005  0.0506  0.0148
O  9.5908  1.2665  24.0034  0.005  0.0024  0.0016
O  4.1081  6.8291  23.9548  0.0014  0.0083  0.0019
O  4.0189  1.2632  24.0429  -0.0013  -0.003  -0.0028
O  9.5511  6.7248  23.9203  -0.0029  -0.0019  0.0016
O  0.0388  5.5429  7.9991  -0.0035  -0.0065  -0.033
O  5.5875  0.0683  7.908  -0.0253  -0.0264  -0.0313
O  0.0597  0.0679  8.1235  0.0146  -0.0034  -0.0398
O  5.6769  5.5948  7.9074  0.0743  -0.1648  -0.0107
O  7.6485  3.8744  8.3836  0.008  0.0157  0.0151
O  8.7886  7.0163  8.7845  0.0013  0.0022  0.0054
O  2.1606  9.4805  9.0241  0.0989  -0.0747  0.1614
O  8.9272  1.6392  8.9539  -0.0012  -0.0017  -0.0014
O  7.6239  9.405  8.7113  0.0032  -0.0217  0.0034
O  3.6298  1.784  8.6012  0.0049  -0.0122  -0.0082
O  2.1005  3.9949  8.7895  0.0274  -0.007  0.0108
O  8.1602  3.5278  23.3885  -0.0097  0.0044  -0.0023
O  0.4648  4.9635  22.9819  0.0016  -0.0097  -0.0054
O  1.8824  2.7468  23.2648  -0.0048  0.0075  -0.0072
O  5.8458  4.9471  23.1323  0.0044  -0.0021  -0.0039
O  5.5684  10.0308  23.5447  0.0041  -0.0061  -0.0105
O  2.4476  8.7219  23.0381  -0.0021  0.0037  0.0034
O  0.1834  10.088  23.1215  0.0027  0.0002  -0.0018
O  7.8304  8.6167  23.1021  -0.0078  0.0013  -0.0004
Si  8.6367  7.74  18.4628  -0.0001  -0.0027  -0.0099
Si  8.707  6.3413  13.6753  -0.0037  0.0005  -0.0042
Si  3.7092  1.5232  14.7689  -0.0021  0.0082  -0.0053
Si  2.0893  5.7901  17.6774  -0.001  -0.0004  -0.0064
Si  2.4157  3.1886  19.5267  -0.0057  -0.0001  -0.0061
Si  9.6977  9.0135  12.1623  0.0127  0.0134  0.0001
Si  1.3218  9.4528  22.1086  -0.0008  0.0017  -0.0096
Si  9.068  0.9543  13.2259  -0.0023  -0.0012  -0.0005
Si  1.4593  5.1272  12.9699  -0.0214  0.0068  0.0005
Si  1.7291  8.4068  13.0029  -0.0424  0.0652  -0.0494
Si  6.69  9.5953  22.4673  -0.0011  0.0017  -0.0031
Si  4.4477  4.5869  15.748  -0.0069  0.0043  -0.0056
Si  8.2156  2.9785  9.5914  -0.0242  -0.0019  -0.0319
Si  0.8161  8.2877  19.3018  -0.0029  0.0059  -0.0052
Si  6.9658  1.3867  21.123  0.0009  -0.0016  -0.0091
Si  8.2407  8.2637  9.7027  0.003  0.0006  0.0049
Si  10.8986  5.2793  15.6159  0.0133  -0.05  0.0032
Si  7.4758  9.514  16.3494  -0.0018  -0.0008  -0.0058
Si  9.9261  2.1246  20.294  -0.002  -0.0051  -0.0051
As  2.9443  8.2455  10.1692  -0.0277  0.1  0.0301
Si  6.6633  3.4025  17.4469  -0.0059  -0.0039  -0.0082
Si  1.1575  0.2563  19.8379  -0.0028  -0.0006  -0.0094
Si  3.1965  2.7853  12.2909  -0.0069  -0.0104  -0.0034
Si  7.217  5.4317  19.721  -0.0002  0.0016  -0.0067
Si  5.7055  8.5559  11.5349  0.0166  0.0027  -0.0025
Si  5.7398  5.9851  13.2405  -0.0051  -0.0051  0.0011
Si  4.5726  9.7401  17.737  -0.0011  0.002  -0.0029
Si  1.0238  3.629  22.1992  -0.0018  0.001  -0.0056
Si  4.8994  1.5329  18.8547  0.0043  0.0004  -0.007
Si  3.2  3.043  9.5165  0.0039  0.008  0.018
Si  6.3409  10.7685  13.7796  -0.0029  -0.001  -0.0035
Si  10.2247  0.1534  16.0399  -0.0008  0.0029  -0.008
Si  5.6459  3.5875  11.1704  -0.0021  0.0037  -0.01
Si  9.8021  3.8897  11.9474  -0.0007  -0.0054  0.0034
Si  2.2208  9.96  15.7524  -0.0025  -0.0041  -0.0181
Si  6.0718  8.1554  19.8639  -0.0015  0.0002  -0.0071
Si  6.9555  4.0077  22.4037  0.0002  0.0051  -0.0053
Si  9.7324  2.8559  17.3697  0.0055  0.0228  -0.0305
O  7.1273  6.2793  14.059  -0.0004  -0.0006  0.0007
O  1.8611  7.0956  18.7364  0.0001  -0.0043  -0.0016
O  10.3442  4.0283  16.4561  0.0267  0.0311  -0.0234
O  6.0748  9.9553  17.0902  -0.0014  -0.0011  0.0023
O  10.0225  0.6836  14.5148  -0.0028  -0.0016  0.0081
O  8.4342  6.1552  18.879  -0.0014  0.0018  0.005
O  5.0558  0.6299  14.4303  -0.0053  0.0012  0.0014
O  5.7448  2.0677  17.5751  0.0041  0.0061  0.0061
O  8.3414  1.9929  20.5455  -0.0005  0.0012  0.0077
O  1.9539  4.3396  18.4502  0.0009  0.0062  0.0054
O  6.9494  2.7551  10.6248  0.0038  0.006  -0.0123
O  4.8314  2.6261  12.2102  -0.0089  0.0024  0.0016
O  5.9454  4.4243  16.4018  0.0013  -0.0036  0.0086
O  4.5556  3.8902  9.9555  -0.0081  -0.0059  -0.0008
O  10.6857  2.8329  21.5552  0.0031  0.0026  0.0069
O  9.7023  6.1968  14.9778  0.0101  -0.0172  0.0076
O  6.0078  6.5209  19.8944  -0.003  0.0013  0.007
O  4.0578  0.2287  18.3648  -0.0014  -0.0018  0.0049
O  9.1667  10.553  12.2871  0.0006  -0.007  0.0021
O  2.8511  4.354  12.6392  -0.014  0.0068  0.0034
O  1.8919  10.745  21.2482  -0.0014  0.0033  0.0067
O  3.9984  2.7895  19.4011  -0.003  0.0024  0.0067
O  0.6045  10.0964  16.1199  0.0043  0.0043  0.0032
O  1.2654  9.8427  18.883  -0.0034  -0.0021  0.0081
O  1.7173  1.7079  19.3103  -0.0007  0.0035  0.0064
O  8.8044  10.4549  16.5643  -0.0016  -0.0014  0.0028
O  4.8389  8.6257  18.902  -0.0046  0.004  0.003
O  9.568  8.7154  10.5562  -0.012  -0.0064  -0.0026
O  6.7206  4.1314  18.8985  -0.0049  -0.0024  0.0006
O  2.7618  1.7468  13.4435  -0.0013  0.0045  0.0023
O  5.8509  8.7988  21.3308  -0.0031  -0.0014  0.0033
O  2.5131  2.4119  10.8624  0.0073  0.0116  0.0032
O  7.6401  4.8812  21.1994  -0.001  0.003  -0.0004
O  5.1779  7.3739  12.5593  0.0121  -0.0052  0.0055
O  0.2513  9.0143  12.7606  0.0943  -0.0482  0.0125
O  7.4618  1.0229  13.5609  -0.002  0.0005  0.0021
O  7.0189  9.6218  14.773  -0.004  0.0013  0.0059
O  8.9431  5.0291  12.731  -0.0027  0.0053  -0.0004
O  8.0494  8.0645  16.9375  -0.0032  0.0035  0.0037
O  6.2338  2.6067  21.9418  -0.0036  -0.0036  0.0057
O  2.2992  8.9966  14.4177  -0.0078  0.0067  0.0046
O  0.3869  4.4824  11.9147  0.024  0.0195  0.0259
O  0.7867  8.3546  20.9715  -0.0029  -0.0014  0.0026
O  9.3616  3.8107  10.3865  0.008  0.0121  0.0135
O  9.58  2.3831  12.5887  -0.0036  -0.0055  -0.0001
O  7.6037  8.6028  19.4211  -0.0029  0.0019  0.004
O  2.6404  9.012  11.7897  -0.0594  -0.1229  0.0008
O  3.9287  3.0316  15.432  -0.0004  -0.0017  0.0005
O  0.9456  4.6996  14.454  -0.0347  0.056  0.0263
O  10.0368  3.0832  18.9616  0  0.0017  -0.0055
O  8.9489  7.802  12.9815  -0.0031  -0.0086  0.0032
O  10.5046  0.6014  20.0807  -0.0024  0.0052  0.0074
O  6.0236  4.9459  11.991  -0.0012  0.0122  0.0106
O  8.1375  2.8834  17.0085  0.0124  0.0052  0.0056
O  3.4584  5.4961  16.7438  -0.0021  -0.0013  0.0084
O  4.6591  8.8293  10.2789  0.006  -0.0117  0.0243
O  1.6668  6.7532  12.9054  -0.0192  -0.0085  0.0034
O  4.6754  5.4376  14.3617  0.0027  0.0028  -0.0015
O  2.068  3.8914  20.9648  -0.0007  -0.0016  -0.0023
O  10.4621  1.4504  16.9922  -0.0162  0.0158  0.0051
O  0.8738  6.1479  16.6414  -0.0238  -0.0414  -0.0244
O  7.3721  10.9879  21.9575  -0.0032  0.0034  0.0047
O  5.9179  0.9467  19.9757  -0.0047  0.006  0.003
O  5.9651  9.9377  12.4037  -0.003  -0.0009  -0.0013
O  2.7527  0.57  15.6748  -0.0045  -0.0071  0.0033
O  7.0633  7.9588  10.8038  0.009  0.0042  -0.0132
O  10.2214  8.068  18.7134  -0.0034  0.002  0.0065
O  3.3286  9.2446  16.7707  -0.0094  -0.0001  -0.0002

Results
free energy: -145376.436 eV
free energy less fixed offsets of As -4856.12, O -568.88, Si -635.61 eV per atom: 4.404 eV

The program warned: the cutoff lies below the one the program advises for these potential files; the exchange-correlation potential is rough where the density is thin.
